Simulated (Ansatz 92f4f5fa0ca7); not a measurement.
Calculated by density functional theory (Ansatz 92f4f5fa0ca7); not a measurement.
Periodic cell of 262 atoms, Si166O96, from a study of silicon, its oxide and their interface. The atomic structure is a simulated model.
Doubt: the cutoff is far below the 930 eV that the study's wrapper takes by default for these files, so forces and energies are approximate.
This geometry differs little from another in the collection (a relaxation step or a small displacement).

Settings: functional PBE; potential files Ansatz PAW; basis plane waves; wave-function cutoff 580 eV; density cutoff ratio 5; exchange-correlation grid ratio 1; k mesh 1 x 1 x 1, Gamma-centred; self-consistency stop 5e-08 eV per atom in the density residual; occupations fixed; spin none; net charge 0.

Cell vectors (angstrom)
a  10.938  0  0
b  0  10.938  0
c  0  0  38.2305

Atoms: element, x, y, z (angstrom)
Si  0  0  0.683
Si  5.469  0  0.683
Si  2.7345  2.7345  0.683
Si  8.2035  2.7345  0.683
Si  0  5.469  0.683
Si  5.469  5.469  0.683
Si  2.7345  8.2035  0.683
Si  8.2035  8.2035  0.683
Si  1.3673  1.3673  2.0503
Si  6.8362  1.3673  2.0503
Si  4.1018  4.1018  2.0503
Si  9.5708  4.1018  2.0503
Si  1.3673  6.8362  2.0503
Si  6.8362  6.8362  2.0503
Si  4.1018  9.5708  2.0503
Si  9.5708  9.5708  2.0503
Si  2.7345  0  36.179
Si  8.2035  0  36.179
Si  0  2.7345  36.179
Si  5.469  2.7345  36.179
Si  2.7345  5.469  36.179
Si  8.2035  5.469  36.179
Si  0  8.2035  36.179
Si  5.469  8.2035  36.179
Si  4.1018  1.3673  37.5463
Si  9.5708  1.3673  37.5463
Si  1.3673  4.1018  37.5463
Si  6.8362  4.1018  37.5463
Si  4.1018  6.8362  37.5463
Si  9.5708  6.8362  37.5463
Si  1.3673  9.5708  37.5463
Si  6.8362  9.5708  37.5463
Si  2.9368  -1.8831  21.5926
Si  6.8854  -1.3728  32.0832
Si  2.0739  7.2484  29.6084
Si  10.2332  5.3765  19.2796
Si  0.1259  8.175  30.6505
Si  8.3643  10.751  30.6759
Si  1.8801  5.8008  24.6604
Si  3.0712  11.5977  14.6729
Si  0.5762  -2.4847  25.4222
Si  6.7748  -4.0879  29.4487
Si  3.5106  -0.3886  27.6194
Si  5.4454  8.2489  30.7596
Si  3.0591  2.0024  28.0648
Si  9.6604  6.7936  31.9905
Si  1.3166  9.555  32.1865
Si  7.225  12.289  29.3263
Si  2.6957  -0.0611  30.8624
Si  8.2794  5.4257  30.6146
Si  1.4057  -0.4415  26.401
Si  5.6071  5.4228  28.013
Si  5.6748  2.6655  30.632
Si  10.8086  2.6771  20.4318
Si  0.6626  3.4384  23.1804
Si  9.7453  4.1415  29.1749
Si  1.4863  4.1447  32.1088
Si  9.6315  1.359  32.0263
Si  -2.7365  1.4948  25.1517
Si  6.9206  4.0913  32.0467
Si  4.2129  6.7827  32.1423
Si  6.5443  5.0866  21.244
Si  2.1987  12.4346  25.2339
Si  9.6382  9.3635  29.1389
Si  -0.0063  0.0276  33.4945
Si  5.5208  -0.0129  33.457
Si  2.8253  2.7125  33.4183
Si  8.2376  2.6969  33.4127
Si  0.0485  5.469  33.4437
Si  5.5717  5.439  33.4811
Si  2.7473  8.1528  33.4509
Si  8.2559  8.1531  33.3964
Si  1.4011  1.3887  34.8099
Si  6.8532  1.379  34.8158
Si  4.1345  4.1053  34.8113
Si  9.5831  4.0916  34.789
Si  1.3726  6.8361  34.8325
Si  6.8827  6.8458  34.8229
Si  4.1068  9.5613  34.7977
Si  9.5579  9.5676  34.8072
Si  2.736  0.0059  3.4244
Si  8.1765  -0.0288  3.4434
Si  -0.0051  2.735  3.3912
Si  5.4098  2.6884  3.3963
Si  2.6873  5.4398  3.4227
Si  8.2172  5.4934  3.4127
Si  -0.0297  8.1966  3.4215
Si  5.4761  8.2225  3.3889
Si  4.0755  1.3443  4.8686
Si  9.5602  1.3905  4.7331
Si  1.2867  4.082  4.8314
Si  6.7777  4.1048  4.6409
Si  4.0749  6.8692  4.6751
Si  9.5212  6.8929  4.8601
Si  1.325  9.5969  4.7443
Si  6.7805  9.5519  4.8586
Si  -0.0156  0.0511  6.115
Si  6.883  1.3764  7.5139
Si  2.6635  2.7172  6.217
Si  4.8735  7.6146  8.7766
Si  3.2054  5.8913  8.6952
Si  4.1056  4.1807  7.342
Si  1.4248  6.8197  7.411
Si  5.4198  10.8866  6.292
Si  4.8228  2.821  10.6925
Si  5.7758  3.1161  8.5771
Si  5.4488  5.4952  5.9645
Si  10.335  2.444  8.5254
Si  3.9718  9.4836  7.6069
Si  8.1191  8.2232  6.3084
Si  1.2964  12.2964  7.629
Si  6.6763  6.7354  7.5643
Si  2.7143  -2.7227  6.0366
Si  8.0893  2.7371  5.9889
Si  3.9275  0.1768  11.7636
Si  9.2378  4.1624  7.4394
Si  -2.1959  0.7123  8.872
Si  8.8216  1.9005  11.7052
Si  -1.4364  9.7511  7.5453
Si  5.5715  11.3156  18.6128
Si  4.6449  -2.7379  11.8012
Si  7.0073  4.5444  11.359
Si  -2.1829  8.1578  13.186
Si  10.5538  3.7136  10.4721
Si  7.3921  4.9026  8.9233
Si  14.5067  10.1834  18.8127
Si  3.0388  7.4038  17.7909
Si  2.6096  4.6805  10.6377
O  29.5967  10.781  21.2826
O  -11.0923  10.7754  17.4759
O  -20.8132  -6.5619  10.2876
O  38.7219  -10.0075  17.1006
O  5.8576  -26.932  15.2008
O  2.6537  -27.4192  12.1316
O  4.9684  -9.5122  11.5466
O  37.2681  -4.2432  17.4294
O  33.7404  -19.0056  21.6681
O  12.6294  -28.5998  15.8979
O  12.0518  5.2308  25.9994
O  12.135  13.2848  24.2603
O  13.9342  0.0654  10.4257
O  31.5735  -20.3568  20.6725
O  22.448  -3.993  11.6307
O  8.8277  7.4316  11.731
O  -4.8  -2.2858  21.9651
O  -0.844  10.3054  22.1671
O  2.3725  -10.5947  19.0655
O  22.1119  -5.8489  17.9748
O  12.488  -25.3959  24.5632
O  11.1167  -2.2977  18.9409
O  -7.3087  29.6215  22.236
O  -2.284  1.3724  13.2113
Si  17.3812  6.4621  13.7903
Si  23.2222  1.3375  29.5277
Si  27.0502  -3.3838  22.6877
Si  13.9143  16.2996  30.7138
Si  22.2947  -14.3042  14.8315
Si  24.8934  -7.6637  16.1031
Si  8.4672  3.955  23.5871
Si  18.8959  -13.8225  27.786
Si  18.1116  16.9263  18.9988
Si  15.057  0.5846  22.9981
Si  0.0829  13.7976  30.7581
Si  -10.7949  8.3924  8.5742
Si  11.5  -15.7316  27.2355
Si  6.8453  20.9697  22.4512
Si  7.5104  -5.4088  25.9238
Si  5.2746  5.4838  16.6813
Si  20.2523  -0.0614  20.814
Si  26.5449  2.5346  20.5917
Si  9.4661  10.1005  23.6764
Si  2.3348  10.5583  8.9854
Si  10.7563  0.2685  28.1018
Si  -6.7188  14.7926  29.1795
Si  11.9458  -3.2565  19.9592
Si  19.4797  0.0306  14.0954
Si  13.2343  -8.9767  18.8329
Si  -0.8766  6.7003  10.9507
Si  20.9703  -12.0498  18.6182
Si  11.2044  -0.4983  15.9097
Si  4.2177  -9.5994  32.0277
Si  9.12  -19.7417  28.0224
Si  6.2963  -0.2898  26.8396
Si  29.0147  8.9836  18.0063
Si  -0.1023  -16.4107  6.2117
Si  16.852  -11.1421  15.9014
Si  4.8593  17.2701  25.2479
Si  2.0004  -4.0596  12.3947
Si  22.8187  -5.4445  16.5731
Si  14.5462  9.1491  29.539
O  3.024  29.8466  11.7486
O  9.9563  25.8952  20.1136
O  6.9199  -28.1278  27.231
O  35.5275  -8.7045  17.3044
O  12.5854  0.2472  15.3998
O  12.1057  -1.5016  9.3764
O  15.3496  10.7744  15.2249
O  -19.2799  -8.4668  26.5139
O  52.3877  15.8496  24.9261
O  -1.0479  10.8458  15.0124
O  15.6799  -11.6036  26.5117
O  48.5956  -15.4337  26.8931
O  -18.1076  -12.4594  20.2394
O  -0.6356  2.6329  11.6849
O  18.5907  -14.3905  14.1736
O  20.6148  -16.7744  10.843
O  30.4841  11.6646  10.5606
O  -3.2385  24.4392  24.0145
O  18.0737  0.1618  14.9069
O  6.6937  -11.6846  19.006
O  -0.118  17.125  15.5437
O  25.1971  2.8614  19.7341
O  29.7951  20.5188  23.5959
O  -7.9044  -11.5226  22.579
O  2.3905  -3.8394  19.2716
O  27.1528  -3.6287  13.009
O  27.2739  4.1585  11.4605
O  14.5348  12.1064  24.4211
O  14.1285  -34.7147  17.6794
O  3.2878  -41.466  14.8334
O  9.9953  -18.29  23.2328
O  5.6535  0.0255  23.0591
O  5.6525  34.3843  19.7108
O  11.5348  -2.0959  15.8285
O  8.7579  20.0624  17.8285
O  45.5281  29.1035  13.9679
O  -3.2105  -7.8679  11.4379
O  16.2706  -3.1457  10.3777
O  -7.7216  -7.7792  10.6543
O  30.6399  -19.5188  26.4135
O  6.2115  38.302  24.9149
O  -11.7574  -3.519  9.504
O  -25.0554  48.3507  22.2587
O  26.745  -1.1377  12.0127
O  21.4464  -27.5277  28.1989
O  19.3491  9.7329  13.0408
O  -12.4625  22.4332  24.5462
O  38.3378  3.8575  20.9164
O  -5.827  18.618  24.3362
O  34.1865  4.9002  23.398
O  21.1613  -24.7718  13.8046
O  6.4634  5.1286  17.7656
O  18.1143  20.2453  27.0654
O  40.8925  -14.9204  26.5172
O  -5.2818  -15.7524  22.1285
O  -7.4428  5.5979  24.7554
O  -8.9281  -15.1572  16.7427
O  8.7956  -5.0051  18.7908
O  -26.5184  -23.5492  16.6012
O  2.96  -10.5678  13.0683
O  -14.7311  -16.5078  12.7847
O  15.0774  -9.1262  21.9401
O  10.3304  -1.9756  24.4263
O  6.7815  18.5085  18.7299
O  12.3445  -2.3514  21.2601
O  28.8156  11.5267  25.6343
O  17.1699  11.5189  28.2236
O  12.7926  -4.2429  28.0532
O  0.7614  13.3026  19.1122
O  0.0404  17.3557  20.3069
O  10.8163  7.5145  26.6069
O  26.191  4.1892  16.4469

Results
free energy: -160121.551 eV
free energy less fixed offsets of O -568.88, Si -635.61 eV per atom: 2.189 eV

Forces (eV/angstrom), in the order of the atoms: element, x, y, z
Si  0.0184  0.0361  0.0438
Si  -0.005  0.0079  -0.0451
Si  -0.0467  0.0571  -0.0701
Si  -0.0281  0.0713  0.041
Si  0.0178  0.0563  -0.0501
Si  0.0306  0.031  0.0589
Si  0.003  0.0339  0.035
Si  -0.0197  0.0019  -0.0666
Si  0.1328  0.0373  -0.0653
Si  -0.1067  -0.2535  0.0649
Si  -0.3665  -0.1418  -0.0545
Si  0.076  0.1985  -0.1059
Si  -0.214  -0.1139  0.0486
Si  0.1278  0.1164  -0.1168
Si  -0.0041  0.1976  -0.1034
Si  -0.2023  -0.0352  0.0224
Si  0.0955  -0.0469  -0.0513
Si  -0.0789  -0.0721  0.0497
Si  0.138  0.1061  -0.0668
Si  0.0785  -0.0148  0.0849
Si  0.0848  -0.132  0.0116
Si  0.2431  -0.1071  0.0292
Si  -0.0431  0.0843  0.0134
Si  0.1245  0.0078  -0.0785
Si  0.0543  -0.0257  0.0082
Si  0.0679  -0.0707  -0.0186
Si  -0.0086  -0.0418  0.0174
Si  -0.0218  -0.0611  -0.0023
Si  0.0076  -0.0512  -0.0118
Si  0.0453  -0.0596  0.0096
Si  -0.0482  -0.0224  -0.0141
Si  -0.043  0.0206  0.02
Si  -0.0004  0.0011  0.0033
Si  0.016  0.0076  -0.0027
Si  -0.0368  0.0115  0.0102
Si  -0.0048  0.0023  0.0016
Si  0.0172  -0.003  -0.0033
Si  -0.0219  0.0046  0.0089
Si  -0.007  -0.001  0.0019
Si  -0.0032  -0.0021  -0.0071
Si  0  0.0095  -0.0013
Si  0.0169  0.0016  -0.0177
Si  -0.0325  0.0053  -0.0233
Si  -0.0227  0.0043  0.0023
Si  -0.006  -0.0119  0.0027
Si  -0.0002  -0.0023  -0.0012
Si  -0.0004  0.0033  0.0119
Si  0.0249  -0.0275  0.0223
Si  -0.0078  0.0037  0.0306
Si  -0.0178  0.0036  0.011
Si  0.0248  0.0065  0.0199
Si  -0.0181  -0.0185  0.0254
Si  -0.0132  0.0122  0.0121
Si  -0.0033  0.0048  -0.0014
Si  -0.004  0.002  -0.0057
Si  0.0063  -0.0096  0.0005
Si  -0.0108  -0.007  -0.0045
Si  0.011  0.0126  -0.0019
Si  -0.0034  0.0021  0.0049
Si  0.0053  -0.0025  0.0017
Si  0.0134  -0.0009  0.01
Si  -0.003  -0.0028  -0.0015
Si  -0.0107  -0.0156  0.0005
Si  -0.0112  -0.0057  -0.0269
Si  0.0049  0.0013  -0.0038
Si  -0.0046  -0.0023  0.0112
Si  0.003  0.0114  0.0071
Si  -0.0005  0.0014  -0.0046
Si  -0.0006  0.0023  0.0089
Si  0.0008  0.0106  -0.0047
Si  -0.0065  0.0074  -0.0059
Si  -0.009  0.0045  0.0023
Si  -0.0088  -0.0093  0.0044
Si  0.0033  -0.002  0.0002
Si  0.0008  -0.0035  0.0044
Si  -0.0033  -0.0002  -0.0015
Si  0.0003  0.0055  -0.002
Si  -0.0029  -0.0075  -0.0009
Si  0.0021  -0.004  0.0005
Si  0.004  0.004  0.0051
Si  -0.0034  0.0037  -0.0011
Si  0.0033  0.005  -0.0021
Si  -0.0052  -0.0014  0.0033
Si  0.0045  0.009  -0.0039
Si  0.0027  0.0072  -0.0013
Si  0.0024  -0.0018  -0.0054
Si  0.0056  0.0015  -0.0006
Si  -0.0018  -0.0061  0.0046
Si  -0.0011  0.001  0.0045
Si  -0.0066  0.0063  0.0189
Si  0.0086  -0.0024  -0.0015
Si  -0.0078  -0.0089  0.0064
Si  -0.0011  0.0033  0.0104
Si  0.0062  -0.0015  0.0052
Si  -0.0063  -0.0113  0.0018
Si  -0.0032  0.0003  -0.0053
Si  0.0021  0.0293  -0.0085
Si  -0.0315  -0.0108  -0.0212
Si  -0.0052  0.0019  0.0002
Si  0.0286  -0.0123  -0.0158
Si  -0.0313  0.0019  0.0036
Si  0.0209  -0.0088  -0.0193
Si  0.0208  -0.0053  -0.0053
Si  0.0093  0.0116  0.0186
Si  0.0011  -0.0113  -0.0066
Si  0.0208  0.0214  0.0034
Si  -0.0142  -0.0003  0.0136
Si  0.0312  0.0068  0.0005
Si  0.0044  0.0209  -0.0029
Si  -0.0119  -0.0176  0.0129
Si  -0.0231  0.0118  0.0037
Si  0.0075  0.0142  -0.0049
Si  0.0003  -0.027  -0.0142
Si  0.0182  -0.0115  -0.0062
Si  -0.0003  0.0131  0.0074
Si  0.0006  0.0126  -0.0085
Si  0.0141  0.0316  0.004
Si  0.0038  0.0014  -0.0004
Si  -0.0105  -0.0199  -0.0119
Si  0.001  0.003  0.0019
Si  0.0022  0.0036  0.0163
Si  -0.0112  0.0064  -0.0064
Si  0.0101  0.0019  0.0047
Si  -0.0292  -0.0315  -0.0388
Si  -0.0062  -0.0262  -0.0316
Si  -0.0046  -0.0003  0.0039
Si  0.001  -0.0013  0.001
Si  0.0132  0.0034  0.0043
O  -0.0008  0.0011  0.0022
O  0.0001  0.0029  -0.0021
O  -0.0145  0.0087  0.0031
O  -0.0012  0.0017  0.0032
O  0  0  -0.0025
O  0.0087  -0.009  0.0036
O  0.0023  -0.001  0.0023
O  -0.0023  0.0008  -0.0002
O  -0.0008  0.0009  0.0059
O  -0.0005  0.0017  0.0014
O  0.0009  0.0028  0.0039
O  0.0006  0.0076  0.0027
O  -0.0035  -0.0052  -0.0161
O  -0.0017  -0.0004  0.0026
O  0.0085  -0.0016  0.003
O  -0.0051  0.0023  0.0095
O  -0.0012  0.0004  0.0049
O  0.0012  0.0018  0.0011
O  0.0026  -0.0015  -0.0004
O  -0.0033  0.0031  -0.0015
O  0.0004  -0.0018  0.0038
O  0.0002  0.0014  0.0008
O  -0.002  0.0029  0.0021
O  -0.0034  -0.0029  0.0086
Si  -0.0088  -0.007  0.0023
Si  -0.0188  0.0064  0.0007
Si  -0.0042  0.0032  -0.0036
Si  0.0093  -0.0024  0.0022
Si  0.0022  -0.0009  -0.0005
Si  -0.0022  0.0008  0.0031
Si  0.0015  0.0041  -0.0026
Si  0.0021  0.0183  0.0725
Si  -0.0016  -0.0053  0.0081
Si  -0.0029  0.001  -0.0043
Si  -0.001  -0.0048  0.0199
Si  -0.0271  -0.0313  0.0005
Si  -0.0109  -0.0051  0.0013
Si  -0.0018  0.0018  -0.0009
Si  0.0083  -0.0026  0.0003
Si  0.0022  0.0032  0.0038
Si  -0.0016  0.007  0.0063
Si  -0.0044  0.0039  0.0055
Si  -0.0037  0.0054  -0.0019
Si  0.021  0.0477  0.0142
Si  0.0002  -0.0191  0.0047
Si  0.0261  0.0213  -0.0106
Si  -0.0028  0.0023  0.0007
Si  0.0034  0.0026  0.0065
Si  -0.0031  0.0046  0.0032
Si  -0.0065  0.0091  -0.0052
Si  0.0039  -0.0056  -0.0012
Si  0.0013  0.0026  0.0024
Si  0.0048  -0.0078  -0.016
Si  -0.0051  0.0204  -0.0002
Si  -0.0098  -0.001  -0.0039
Si  0.0005  -0.004  0.0044
Si  -0.0196  -0.0111  0.0111
Si  -0.0009  -0.0017  -0.0012
Si  -0.0018  0.007  0.0001
Si  -0.0069  0.0057  0.0044
Si  -0.0006  0.003  0.0047
Si  0.0302  -0.0114  0.0065
O  -0.0014  0.005  -0.0022
O  0.0018  -0.0006  0.0022
O  -0.0027  0.0008  0.0033
O  -0.0012  0.0024  -0.0004
O  -0.0036  -0.0005  0.0015
O  0.0072  0.0002  0.0118
O  0.0003  0.0016  0.0027
O  0.0079  0.0068  0.0059
O  -0.0016  0.0023  0.0005
O  0.0012  -0.0018  0.0016
O  0.017  -0.0031  0.005
O  -0.0047  0.0004  -0.0001
O  0.0011  0.0023  0.0014
O  0.0253  0.0134  0.0271
O  0.0129  0.0032  0.0053
O  0.0161  -0.0182  0.0192
O  -0.0077  -0.0161  -0.004
O  -0.0025  0.0016  0.0033
O  -0.0054  0.0026  0.0051
O  -0.0013  0.0014  0.0007
O  -0.0004  0.0036  -0.0027
O  -0.0001  0  0.0017
O  -0.0029  0.002  0.0039
O  0.0026  0.0032  0.0017
O  -0.0013  0.0021  0.0011
O  0.0037  0.0001  -0.0005
O  -0.0051  0.003  0.0106
O  0  0.0059  0.005
O  -0.0013  0.0033  -0.0003
O  0  0.0031  0.0003
O  0.0009  0.0004  0.0037
O  -0.0034  0.0012  0.0018
O  -0.0016  0.0002  -0.0023
O  0  0.0036  0.0007
O  -0.0026  0.0035  0.0017
O  -0.0042  0.0017  0.0114
O  -0.0008  0.01  0.0045
O  0.002  -0.0024  -0.007
O  0.0014  0.0042  0.0019
O  0.001  -0.0028  -0.0002
O  -0.0052  -0.004  -0.0008
O  -0.0047  -0.0043  0.0084
O  -0.0017  0.0027  0.0047
O  0.0039  0.0028  0.0028
O  0.0103  0.0119  -0.0062
O  -0.0013  -0.015  -0.0018
O  -0.0016  -0.0004  0.0004
O  0.0014  0.0058  0.0026
O  -0.0013  0.0025  0.0018
O  -0.0021  0  0.0022
O  -0.0093  0.0082  -0.0074
O  -0.0014  0.001  0.0001
O  -0.0025  0.0048  -0.0121
O  0.01  -0.0041  -0.0092
O  -0.002  -0.0004  0.0043
O  -0.0013  0.001  0.0038
O  -0.0015  -0.0003  0.0008
O  0.0042  -0.0005  0.0026
O  -0.0025  0.0056  0.0014
O  0.0023  0.002  0.0039
O  0.0014  -0.0044  0
O  0.001  0.0037  0.0027
O  -0.0018  -0.0037  0.0044
O  0  0.0084  -0.0017
O  -0.0003  -0.0005  0.0018
O  0.0055  0.0083  0.0052
O  -0.0222  -0.0058  -0.0164
O  0.0078  -0.0022  -0.0011
O  -0.0006  0.0011  0.0031
O  0.0001  0.0013  0.0023
O  -0.0003  -0.0013  -0.0009
O  -0.0017  0.0007  0.0026

The program warned: the cutoff lies below the one the program advises for these potential files; the forces do not sum to zero within the program's tolerance; the exchange-correlation potential is rough where the density is thin.
